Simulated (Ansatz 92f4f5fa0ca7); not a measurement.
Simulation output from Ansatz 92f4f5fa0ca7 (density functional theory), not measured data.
Periodic cell of 171 atoms, Si99O72, from a study of silicon, its oxide and their interface. The atomic structure is a simulated model.

Settings: functional r2SCAN; potential files Ansatz norm-conserving; basis plane waves; wave-function cutoff 1300 eV; density cutoff ratio 4; exchange-correlation grid ratio 1; k mesh 2 x 2 x 1, shifted by 0.5 0.5 0.5 of a step; self-consistency stop 5e-08 eV per atom in the density residual; occupations Fermi-Dirac, 0.05 eV; spin none; net charge 0.

Cell vectors (angstrom)
a 11.5403 0 0
b 0 11.5403 0
c -5.1166 5.0911 23.4064

Atoms and the computed forces on them: element, x, y, z (angstrom), force x, y, z (eV/angstrom)
Si 0.6582 -0.1406 0.206 0.0584 0.6788 -0.3589
Si 0.8886 3.0863 0.3292 0.1466 -0.1975 -0.2679
Si 0.5837 7.4164 0.3139 -0.006 -0.2762 -0.2239
Si 4.444 -0.4237 0.2736 -0.0538 0.3922 -0.6221
Si 4.6759 3.9822 0.1556 0.0483 0.3158 0.0231
Si 4.5447 7.1805 0.0815 -0.2266 -0.7099 -0.2359
Si 8.219 -0.8357 0.2218 -0.0577 0.1729 -0.3874
Si 8.6716 3.6216 0.2172 0.0213 -0.1946 -0.2783
Si 8.7378 7.6115 -0.0745 0.1016 0.6362 0.0904
Si 2.5445 -0.5036 1.6029 -0.108 0.083 -0.1552
Si 2.8039 3.4763 1.5783 -0.01 -0.0292 -0.2034
Si 2.6372 7.3461 1.5102 -0.1667 0.0646 -0.2913
Si 6.392 -0.5009 1.6167 0.1696 0.0705 -0.1188
Si 6.632 3.5642 1.4373 -0.1153 -0.0373 -0.1326
Si 6.6178 7.3273 1.317 0.0678 0.0037 -0.4495
Si 10.2254 -0.3837 1.4693 -0.0996 -0.0954 -0.2153
Si 10.4824 3.3974 1.6378 0.0446 0.0577 -0.093
Si 10.289 7.4191 1.7132 0.1893 -0.1814 -0.2152
Si 2.6998 1.4986 2.9158 -0.0736 0.082 0.0725
Si 2.6275 5.4217 2.8921 0.1235 -0.1232 0.0119
Si 2.5813 9.1784 2.9645 0.0121 -0.0326 0.1761
Si 6.5352 1.5728 2.821 -0.0233 0.1514 -0.1068
Si 6.5877 5.4386 2.8279 -0.1639 -0.0974 -0.014
Si 6.4938 9.1417 2.903 0.0166 -0.1061 0.0293
Si 10.3382 1.4699 2.9475 0.2383 -0.0527 0.0462
Si 10.3916 5.3889 2.8989 -0.0863 -0.008 -0.0695
Si 10.2879 9.3433 2.9834 -0.0482 0.1931 0.0648
Si 0.7419 1.4936 4.3226 -0.0202 -0.07 -0.114
Si 0.7201 5.394 4.3067 -0.0377 0.0151 0.0261
Si 0.6762 9.253 4.3492 -0.0136 -0.0121 -0.1035
Si 4.6354 1.5727 4.2545 -0.0568 -0.0758 -0.0427
Si 4.6043 5.4049 4.1741 -0.0352 0.0812 -0.1752
Si 4.5608 9.2263 4.2465 0.128 -0.1082 0.0156
Si 8.4157 1.5529 4.2808 -0.0153 -0.0421 0.0404
Si 8.4868 5.3731 4.2393 0.1056 0.0688 -0.0017
Si 8.3754 9.2688 4.3221 0.0165 0.0151 -0.0439
Si 0.7653 -0.405 5.7597 0.0342 0.1443 0.0141
Si 0.6871 3.4488 5.6698 0.1002 -0.1058 -0.0814
Si 0.6447 7.3161 5.6654 0.0295 -0.0293 0.0209
Si 4.6415 -0.3618 5.6183 -0.0123 0.095 -0.2071
Si 4.5529 3.521 5.6017 -0.0529 -0.0866 0.0369
Si 4.6116 7.294 5.5312 -0.0859 0.0015 0.1353
Si 8.3373 -0.3495 5.686 0.0875 0.1127 -0.097
Si 8.5585 3.4818 5.6564 -0.1721 -0.0434 -0.0505
Si 8.4734 7.2904 5.5724 0.0463 -0.0707 0.1766
Si 2.7955 -0.3356 7.0585 -0.0918 0.0643 -0.0686
Si 2.5798 3.4497 7.0367 -0.025 -0.0494 -0.11
Si 2.671 7.3409 6.8257 0.1431 -0.0035 -0.4126
Si 6.4571 -0.2936 7.1039 0.0423 -0.0871 0.3075
Si 6.5566 3.594 6.8317 0.008 0.0205 -0.3429
Si 6.5452 7.3204 6.8748 0.0811 0.0258 -0.2467
Si 10.269 -0.4334 7.0159 0.081 -0.1125 -0.0875
Si 10.4269 3.3895 7.2149 -0.0801 0.1224 0.1575
Si 10.2725 7.2379 7.0959 -0.2361 -0.08 0.1154
Si 2.6905 1.5556 8.5383 0.168 0.095 -0.085
Si 2.5827 5.5027 8.1945 -0.0517 0.0519 0.2432
Si 2.732 9.1758 8.2332 0.3412 -0.1839 0.2603
Si 6.5162 1.8394 8.2683 -0.0712 -0.033 0.0184
Si 6.5735 5.4362 8.2352 0.1289 -0.0174 0.3955
Si 6.446 9.1481 8.2918 0.1628 0.0667 0.2031
Si 10.4415 1.3208 8.53 -0.0686 0.0454 0.1147
Si 10.3449 5.3592 8.6439 0.0508 0.0916 0.2538
Si 10.1139 9.2141 8.4049 -0.1251 -0.088 0.3998
Si 0.8577 0.6973 9.8678 0.0283 -0.2367 0.8391
Si 0.8674 6.122 9.72 0.2032 0.176 0.5842
Si 0.6986 9.1631 9.3124 0.0095 0.0459 0.7947
Si 4.6562 2.3761 9.6622 -0.0923 0.1669 0.7806
Si 4.5718 5.4887 9.3792 -0.2325 0.0597 0.6927
Si 4.6058 8.5995 9.6326 -0.229 -0.1667 0.6196
Si 8.4111 1.6541 9.6658 0.0936 -0.2267 0.5842
Si 8.2837 5.6043 9.9275 -0.1156 0.3793 0.209
Si 8.1215 8.7919 9.9354 -0.312 -0.0632 0.0198
Si 1.6637 3.1938 14.5584 0.1978 -0.0333 0.2152
Si 4.3194 9.2229 14.3131 0.0521 -0.0969 -0.0174
Si 6.0561 9.805 12.0307 -0.027 -0.1812 0.3275
Si 2.9645 2.4499 17.1907 -0.0894 0.0428 -0.129
Si -3.3593 3.4582 12.0303 0.0789 0.0597 0.4205
Si 1.4933 9.7966 14.286 -0.1167 0.0375 -0.0413
Si 10.6073 3.0789 13.51 -0.0237 -0.1175 0.3178
Si 7.2244 3.0961 21.3246 -0.1618 0.119 -0.1328
Si -1.083 5.7784 17.2929 0.1068 0.022 -0.2399
Si 3.6958 8.6982 18.2971 -0.1068 0.1277 -0.1858
Si 3.8737 7.6239 20.8613 0.1823 0.0123 -0.3151
Si 0.7104 0.8941 12.9592 -0.0509 -0.1174 0.3816
Si 3.3689 10.953 16.3177 0.0183 0.1127 0.0982
Si -2.7132 6.8711 19.511 -0.0345 -0.0089 -0.2121
Si 0.6897 3.5901 18.8917 0.1859 0.0431 -0.3688
Si -0.5488 6.9153 21.7131 -0.1797 0.059 -0.2624
Si 5.6051 3.5617 18.7254 -0.1845 0.0322 -0.3317
Si -1.2135 2.697 21.188 0.0747 -0.0536 -0.3329
Si 2.0542 5.4621 20.8454 0.2248 -0.2096 -0.3489
Si -3.7961 4.9498 17.6456 -0.0024 -0.0232 -0.3256
Si 5.2919 10.8616 21.9826 -0.0753 -0.0106 -0.0313
Si -4.8401 8.6269 20.8058 0.0563 -0.4068 -0.3775
Si 3.1887 7.0173 16.1501 -0.0902 -0.2082 -0.1647
Si 5.3103 6.2334 17.6986 0.0111 0.0793 -0.2107
Si 0.9067 5.0164 12.5525 0.0361 -0.057 0.3459
Si 6.3918 1.109 11.6796 -0.1245 -0.0882 0.248
Si 0.4978 6.9633 14.8076 0.0899 -0.005 0.1252
O 1.4476 5.4592 11.1167 -0.2706 0.0937 -0.3273
O -4.0245 8.7097 22.1925 -0.1288 -0.0997 0.3438
O 0.7644 1.479 0.1472 0.0478 -0.0616 -0.0824
O -5.6347 10.0773 20.6539 -0.1906 0.1779 0.529
O -2.7998 2.7728 20.8293 -0.0142 0.0289 0.2138
O -0.5302 6.5194 15.9698 0.1067 -0.072 -0.0628
O 4.367 -1.2191 -1.1899 0.0534 0.1777 0.4998
O 4.4558 1.1618 -0.2139 0.0867 -0.3432 -0.1715
O 3.2758 12.4997 16.6841 -0.0356 -0.0046 0.0223
O 8.37 2.6189 -1.0547 0.1483 0.1887 0.1818
O 4.5089 5.568 -0.1755 0.1394 -0.0531 0.1762
O 9.2933 4.9358 -0.5595 0.0279 -0.2024 -0.2092
O 9.4921 7.1395 -1.5295 -0.173 -0.1978 0.507
O -2.4938 3.5004 13.4387 -0.101 -0.0449 -0.6089
O -0.238 3.8915 12.278 0.0209 0.0223 0.0882
O 3.2452 6.3132 20.1615 -0.1715 0.108 0.3547
O 8.535 9.2117 -0.3769 -0.1303 -0.0441 0.2554
O -1.6141 6.9857 18.2883 -0.1729 -0.3179 0.2198
O 0.2103 6.234 13.3911 0.2085 -0.1888 -0.0858
O 5.4963 7.529 20.9402 -0.1244 0.3015 0.0675
O -0.7936 1.4655 13.2904 0.3329 0.3437 -0.1955
O 0.8438 10.5913 10.1776 -0.0893 0.3856 -0.5732
O 4.8633 9.6168 10.9214 0.1164 -0.3173 -0.1002
O 4.5889 6.9948 10.2007 0.0523 0.0351 -0.7153
O 1.04 1.249 11.4129 -0.1478 -0.1692 -0.4387
O 7.5835 0.5892 10.6614 0.0932 0.4727 -0.2161
O 4.9446 1.4457 10.9998 0.3873 0.2574 -0.2489
O -4.6321 2.4948 12.387 0.0778 -0.1267 -0.3745
O 6.1368 11.3397 12.5941 0.0471 0.0041 -0.3587
O 7.6861 -0.0454 -1.1018 0.0936 -0.0774 0.0584
O 0.0277 4.7862 17.9757 -0.0643 -0.1028 0.2158
O 7.8793 4.9503 11.4318 0.2298 -0.1445 -0.596
O 0.7485 7.7327 10.1877 -0.0204 -0.2383 -0.7108
O 7.4886 9.345 11.3876 0.1201 -0.0736 -0.4304
O 8.3679 7.2081 10.2582 -0.0661 0.1143 -0.0754
O 4.2138 7.9639 15.325 -0.1805 0.1937 -0.0911
O 5.0716 7.7894 18.1529 -0.25 -0.1262 0.0541
O 3.7968 10.1856 17.6858 -0.1076 -0.2892 -0.0715
O 5.59 8.957 13.3526 -0.0725 0.3487 -0.4505
O 0.0204 3.4325 14.831 0.1242 -0.1109 -0.4681
O 4.492 10.6093 15.1787 -0.3354 -0.3484 -0.0234
O 1.78 1.6889 13.9187 -0.2761 0.134 -0.1827
O 1.7971 4.1877 19.9024 -0.1323 0.2266 0.2339
O 0.7378 10.8653 13.3354 0.1828 0.1202 0.0255
O 4.5503 3.9878 10.196 0.0895 -0.2227 -0.7844
O -0.4445 2.8202 19.7546 -0.1866 0.108 0.4542
O 4.1147 5.798 16.6731 0.0669 0.3831 0.2986
O -2.5739 2.7898 10.7515 -0.3197 -0.2756 -0.1111
O 4.2812 2.8825 18.0555 0.0956 0.087 0.09
O 2.5822 7.8568 17.4265 0.4306 0.0961 0.0219
O 2.6382 3.3292 15.8418 -0.1678 -0.1584 -0.0022
O 6.9117 3.5409 17.7054 -0.0793 0.3424 0.3261
O 2.087 4.3066 13.4397 -0.4062 0.0139 -0.0909
O 4.3012 7.7634 -1.4564 0.07 0.2047 0.5057
O 1.9298 10.4418 15.7269 0.1804 -0.0488 -0.1929
O 0.4715 8.5683 14.5739 0.2471 -0.0586 -0.0206
O 3.3884 8.8514 19.8839 0.2 -0.3585 0.0777
O 6.7696 6.0917 16.9708 -0.1199 -0.2911 0.4669
O -0.3563 8.4874 22.0265 -0.1175 -0.268 0.2848
O 6.1139 2.9147 20.1295 0.2989 0.106 0.2926
O 0.6996 -0.5177 -1.4091 0.0435 -0.1999 0.4419
O -3.7683 8.1324 19.6496 -0.1318 -0.0688 0.3984
O 1.9799 6.4738 15.2636 -0.1407 0.225 0.0102
O 0.2087 6.0347 -0.5256 -0.0748 0.3331 0.0397
O 1.5594 2.518 18.0225 0.0637 0.2225 0.0554
O 0.4704 8.5975 -0.8127 0.1366 -0.2809 0.1162
O -2.3786 4.8603 16.8646 -0.0959 0.1722 0.3489
O -3.4911 5.4712 19.1768 0.1104 0.1392 -0.0505
O 5.2639 5.1502 18.9149 0.2314 -0.1542 -0.1934
O 2.869 9.3066 13.5358 0.1058 0.0848 0.3114
O 0.6988 6.3402 20.8738 -0.1134 0.0124 0.2508
O -1.9236 6.6796 20.8982 0.2404 0.029 0.1585

Results
free energy: -45073.756 eV
free energy less fixed offsets of O -463.61, Si -117.95 eV per atom: -16.786 eV
pressure: -1.42 GPa
stress xx, yy, zz, yz, xz, xy (GPa, positive in tension): 1.47, 0.85, 1.94, 0.19, 0.03, -0.29
